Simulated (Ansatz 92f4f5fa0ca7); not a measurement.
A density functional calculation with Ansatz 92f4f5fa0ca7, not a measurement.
Periodic cell of 228 atoms, Si140O88, from a study of silicon, its oxide and their interface. The atomic structure is a simulated model.
This geometry differs little from another in the collection (a relaxation step or a small displacement).

Settings
functional: r2SCAN
potential files: Ansatz PAW
basis: plane waves
wave-function cutoff: 800 eV
density cutoff ratio: 5
exchange-correlation grid ratio: 1
k mesh: 1 x 1 x 1, shifted by 0.5 0.5 0 of a step
self-consistency stop: 1e-10 eV per atom in the density residual
occupations: fixed
spin: none
net charge: 0

Cell vectors (angstrom)
a  10.887  0  0
b  0  10.887  0
c  0  0  33.6095

Atoms: element, x, y, z (angstrom)
Si  -0.3414  0.0411  0.2019
Si  2.9154  2.2985  0.0015
Si  -0.408  5.7894  0.0223
Si  2.8205  7.8916  0.1136
Si  5.1137  0.0351  0.1582
Si  8.4049  2.3425  0.1449
Si  4.9507  5.5692  -0.0947
Si  8.3093  8.0774  0.2045
Si  1.3204  1.2383  1.3662
Si  3.9412  3.9981  1.3161
Si  1.2504  6.7504  1.4036
Si  3.9458  9.4393  1.4835
Si  6.7662  1.2197  1.3972
Si  9.475  4.0672  1.3162
Si  6.6624  6.7241  1.2008
Si  9.4552  9.477  1.645
Si  -0.0065  2.7141  2.6827
Si  2.6266  -0.0655  2.8193
Si  0.0025  8.121  2.8566
Si  2.6202  5.3559  2.7297
Si  5.3986  2.6823  2.6779
Si  8.0693  -0.0392  2.8843
Si  5.4093  8.0836  2.7109
Si  8.0545  5.4058  2.6505
Si  1.3104  4.0241  4.1228
Si  4.0494  1.3287  4.078
Si  1.3261  9.4884  4.2097
Si  4.0317  6.7408  4.0559
Si  6.7507  4.0508  4.0608
Si  9.5051  1.3755  4.0866
Si  6.729  9.4383  4.1517
Si  9.4483  6.7356  4.0738
Si  -0.0392  0.0147  5.4808
Si  2.7084  2.6897  5.4607
Si  -0.0497  5.4093  5.4494
Si  2.736  8.1211  5.4748
Si  5.4  -0.0294  5.4644
Si  8.1487  2.7307  5.4393
Si  5.4129  5.4198  5.4347
Si  8.1455  8.1179  5.4726
Si  1.3524  1.3489  6.8357
Si  4.0729  4.0668  6.8032
Si  1.3447  6.7762  6.7942
Si  4.0729  9.5013  6.8416
Si  6.8032  1.3447  6.7846
Si  9.5069  4.0677  6.8303
Si  6.7833  6.7724  6.8214
Si  9.5063  9.5159  6.8118
Si  0.0079  2.7298  8.1874
Si  2.7309  -0.0008  8.1843
Si  0.0385  8.1909  8.1443
Si  2.7197  5.4369  8.1578
Si  5.4736  2.7337  8.142
Si  8.163  -0.0003  8.1635
Si  5.4634  8.1657  8.1893
Si  8.1751  5.4479  8.1824
Si  1.3867  4.0917  9.5425
Si  4.1258  1.3806  9.4909
Si  1.3917  9.5316  9.5504
Si  4.0875  6.7992  9.5141
Si  6.8273  4.0809  9.5352
Si  9.5378  1.352  9.5198
Si  6.8248  9.5438  9.5472
Si  9.5717  6.8419  9.4818
Si  0.0368  0.0317  10.8891
Si  2.8015  2.7364  10.8669
Si  0.0433  5.5141  10.8581
Si  2.7909  8.1863  10.9009
Si  5.4731  0.061  10.8854
Si  8.1983  2.7157  10.8881
Si  5.4652  5.4641  10.8732
Si  8.2505  8.1993  10.8585
Si  1.4496  1.3847  12.2125
Si  4.1517  4.0858  12.2627
Si  1.4252  6.8417  12.2553
Si  4.1574  9.5792  12.2512
Si  6.8304  1.3919  12.2926
Si  9.5723  4.1325  12.1661
Si  6.8704  6.8426  12.166
Si  9.5774  9.5692  12.2613
Si  0.1689  2.8847  13.4724
Si  2.7417  -0.0083  13.6263
Si  0.0673  8.2142  13.6065
Si  2.835  5.4949  13.5913
Si  5.4937  2.7565  13.6985
Si  8.2343  0.0585  13.6347
Si  5.6865  8.3212  13.5376
Si  8.1375  5.4109  13.515
Si  1.495  4.1709  15.0037
Si  4.1253  1.341  14.9919
Si  1.366  9.5377  15.0829
Si  4.3114  6.9153  14.7291
Si  6.8579  4.126  15.0917
Si  9.6537  1.5546  14.7236
Si  7.0256  9.5844  15.1531
Si  9.5358  6.7713  14.7574
Si  0.1406  0.3981  16.1709
Si  2.5344  2.4754  16.2871
Si  -0.1844  5.3497  16.1562
Si  3.1451  8.3451  16.1171
Si  5.2754  -0.2117  16.3415
Si  8.6167  3.0278  16.2294
Si  5.7803  5.8826  16.2558
Si  8.2366  7.8522  16.3594
Si  -4.3658  18.6375  24.3335
Si  -10.4742  23.5999  23.0061
Si  -10.4076  17.6189  23.8737
Si  -10.6811  18.8529  21.1891
Si  7.0132  1.5248  25.8851
Si  -0.4589  16.3937  30.6198
Si  -11.0919  18.4834  18.2708
Si  17.1737  -21.8137  19.2505
Si  -8.728  1.5171  30.8756
Si  23.3728  -1.1298  19.3696
Si  -13.2692  -18.9183  28.2791
Si  2.315  -6.6929  23.9029
Si  -6.9249  -19.4297  25.8129
Si  -3.1098  16.4376  29.2829
Si  -9.5196  -1.2352  31.6009
Si  2.7593  3.6834  19.0808
Si  -16.0026  1.1815  22.0248
Si  -5.6087  -6.6873  30.59
Si  -14.8857  -33.6744  31.6245
Si  -6.5291  -13.0646  20.1036
Si  -14.4825  12.9673  31.0292
Si  -7.1905  17.2415  18.371
Si  -0.0296  -2.6436  29.3074
Si  -10.7589  -12.8829  26.1888
Si  -13.0238  29.145  22.6397
Si  -8.8739  10.8554  24.8321
Si  -17.4011  -7.0414  21.7138
Si  33.3022  -9.2074  19.9306
Si  6.8864  -16.4752  22.6511
Si  -3.0339  -2.3407  29.1472
Si  -21.3949  13.7717  29.0472
Si  -2.9959  9.4592  26.3008
Si  8.2107  2.489  23.323
Si  14.1765  -18.7788  28.7427
Si  15.1939  -12.2749  23.1249
Si  30.7937  22.7585  18.4066
O  4.3085  -3.7216  -13.9783
O  -9.1317  -7.5987  -5.3213
O  -16.1488  -6.0159  -11.8701
O  0.0913  -5.5183  -1.4741
O  -3.1406  -6.8866  -10.5732
O  6.3399  -5.766  -3.7861
O  -1.679  -13.7255  -15.912
O  22.34  7.7826  -8.5153
O  9.7429  -8.6816  -10.652
O  3.1877  -12.2499  -14.2731
O  4.0896  24.4758  -6.2223
O  2.3245  2.5984  -1.5129
O  -32.7405  15.0475  -3.7353
O  10.0779  2.5022  -5.6079
O  -1.3548  1.2305  -0.2817
O  0.7942  8.9027  18.2297
O  -6.0644  13.3296  22.3881
O  -21.5507  28.5094  29.8248
O  5.6652  11.2718  17.8149
O  -5.6808  -10.9645  22.8472
O  -16.0071  0.9513  20.4211
O  -7.6128  1.7005  29.7202
O  11.7537  1.4887  21.5052
O  7.289  1.4676  22.4797
O  -4.4645  -4.7365  23.9873
O  7.2055  -32.738  25.7295
O  3.8938  3.4907  20.2152
O  2.9331  31.6759  23.8833
O  -10.6074  -4.5561  17.3856
O  8.8111  5.6444  30.536
O  -0.9034  10.9996  17.4217
O  -16.6718  19.35  24.0759
O  1.2287  24.8429  23.5869
O  -9.5845  1.4545  16.6608
O  25.6946  -4.0879  33.2122
O  14.8355  15.0645  29.6501
O  22.5767  0.5693  23.9353
O  -9.907  -12.5635  30.1049
O  3.1729  -17.2662  22.5671
O  -13.9741  24.6603  32.3403
O  -14.0666  -1.3486  27.8968
O  -36.0891  -19.7311  27.3566
O  -31.2264  16.3844  24.3118
O  -11.8156  12.5518  19.5412
O  18.2495  22.2643  31.2725
O  22.8003  9.2925  20.8089
O  -32.7615  7.1185  19.8289
O  -3.2517  7.0244  28.6392
O  -5.3889  12.8227  25.4501
O  -12.3703  -14.7943  33.2866
O  -19.1628  -5.6121  18.8716
O  5.4936  20.9358  32.4245
O  0.72  1.7102  30.1272
O  17.6633  30.7692  30.2714
O  -18.4124  -7.2374  25.0336
O  5.7888  -12.4174  19.6773
O  4.8866  -5.3233  17.5937
O  -1.2574  8.3647  21.7406
O  20.3633  -1.5189  25.9186
O  -12.4159  8.6957  29.7173
O  -13.5056  24.1933  29.8094
O  -2.9767  -12.7002  32.5838
O  -14.7187  -2.7408  25.8086
O  -28.4786  -1.3892  16.6348
O  2.329  -10.8381  31.4944
O  6.9808  -4.0075  16.7854
O  1.3231  24.8534  19.5035
O  -1.1315  28.291  23.6268
O  2.9663  -9.7859  25.4996
O  10.9631  -11.69  32.4739
O  -17.6996  19.6655  21.6932
O  26.8916  4.8286  32.0684
O  -3.1973  -13.4312  23.3717
O  -24.757  0.0369  19.1031
O  2.9004  7.3738  17.4082
O  14.0934  2.9726  17.6941
O  8.2492  13.0366  17.5688
O  23.1552  0.4469  19.1949
O  20.5605  4.193  16.7253
O  2.1597  -2.41  32.356
O  11.8888  -3.6672  22.3955
O  -2.6161  -6.4195  28.1713
O  -21.5622  -13.4418  27.7101
O  4.1743  1.2903  33.3154
O  -26.8462  2.665  30.7068
O  -13.723  -30.4121  24.8999
O  12.1302  -0.8272  26.0185
O  7.8694  -26.3759  21.812

Results
free energy: -139742.833 eV
free energy less fixed offsets of O -570.45, Si -639.56 eV per atom: -4.833 eV

Forces (eV/angstrom), in the order of the atoms: element, x, y, z
Si  -0.0007  -0.0004  -0.0002
Si  -0.0006  0.0002  -0.002
Si  0.0001  -0.0018  -0.002
Si  -0.0007  -0.001  -0.0008
Si  -0.0004  -0.0005  -0.0038
Si  -0.0008  -0.0008  -0.0027
Si  0.0003  -0.0007  -0.0026
Si  0  -0.0011  -0.0001
Si  -0.0009  -0.0004  -0.0016
Si  0  -0.0013  0.0016
Si  -0.0009  -0.0004  0.001
Si  -0.0004  -0.001  0
Si  -0.0004  0.0001  0.0004
Si  0.0004  -0.0011  0.0012
Si  0.0006  -0.0015  -0.0006
Si  -0.0001  0.0002  -0.0015
Si  -0.0003  -0.0016  -0.0015
Si  -0.0003  0  0.0014
Si  -0.0003  -0.0007  -0.0014
Si  -0.0004  -0.0013  0.0008
Si  -0.0004  -0.0001  -0.0019
Si  -0.0007  0.0006  0.0004
Si  -0.0004  -0.0015  0.0012
Si  -0.0004  0.0001  -0.0005
Si  -0.0002  0  0.0008
Si  -0.0004  -0.0005  -0.0012
Si  0.0003  0.0003  0.0016
Si  0.0004  0  -0.0009
Si  0.0001  -0.0003  -0.0009
Si  -0.0002  -0.0008  -0.0008
Si  -0.0003  -0.0018  -0.0007
Si  -0.0006  -0.0004  -0.0013
Si  0.0003  -0.001  -0.0009
Si  -0.0001  -0.0003  -0.0009
Si  -0.0004  -0.0005  -0.0003
Si  -0.0001  0.0004  -0.0012
Si  -0.0005  -0.0007  -0.001
Si  -0.0001  -0.001  0
Si  -0.0003  -0.0004  0.0003
Si  -0.0001  0.0001  -0.001
Si  -0.0004  -0.0012  0
Si  -0.0001  -0.001  -0.0002
Si  0.0001  -0.0008  -0.0006
Si  -0.0001  -0.0007  -0.0002
Si  0.0002  -0.0012  -0.0009
Si  0  -0.0012  0
Si  -0.0004  -0.0003  0.0003
Si  -0.0002  -0.0013  0.0005
Si  0.0002  -0.0008  -0.0002
Si  0.0003  -0.0013  -0.0003
Si  0.0001  0  0
Si  0.0004  -0.0009  -0.0002
Si  0.0001  -0.0007  0.0001
Si  0.0004  -0.0011  -0.0003
Si  0  -0.0012  -0.0003
Si  0  -0.0011  -0.0005
Si  -0.0001  -0.0011  0.0001
Si  -0.0005  -0.0007  0.0001
Si  -0.0006  -0.0011  0.0002
Si  0.0002  -0.0006  -0.0001
Si  -0.0003  -0.0009  0
Si  0.0002  -0.001  0
Si  -0.0002  -0.0005  0.0002
Si  -0.0004  -0.0002  -0.0001
Si  -0.0002  0  0
Si  0.0005  -0.0006  0.0004
Si  -0.0005  -0.0003  0.0001
Si  0.0003  -0.0005  -0.0004
Si  0  -0.0003  0.0002
Si  -0.0002  -0.001  0
Si  0.0001  -0.0006  0.0004
Si  0.0005  -0.0005  0
Si  0.0005  -0.0011  -0.001
Si  -0.0001  -0.0007  0.0003
Si  -0.0002  -0.0002  0.0001
Si  -0.0003  0  0.0003
Si  -0.0003  -0.0004  -0.0002
Si  -0.0005  0.0001  0.0004
Si  0.0001  -0.0001  0.0001
Si  -0.0005  0  0
Si  0.0008  0.0005  0.0002
Si  -0.0002  -0.0007  -0.0014
Si  -0.0002  0.0001  -0.0011
Si  -0.0002  -0.0003  -0.0005
Si  -0.0002  -0.0003  -0.0011
Si  0.0002  -0.0009  -0.0013
Si  0.0006  0.0003  -0.0018
Si  -0.0011  -0.0007  -0.0015
Si  -0.0013  -0.0002  -0.0003
Si  -0.0003  -0.0002  0.0001
Si  0.0001  0.0001  0.0011
Si  -0.0002  0  -0.0016
Si  -0.0001  -0.0001  0
Si  -0.0012  0.0005  -0.0012
Si  -0.0003  -0.0006  0.0014
Si  0.0007  0.0001  -0.0007
Si  -0.0014  -0.0002  0.0036
Si  0.0011  0.0008  0.0044
Si  0.001  0.0006  0.002
Si  0.0001  0.0001  0.0023
Si  0.0012  0.0005  0.0032
Si  0.0004  -0.0012  0.0016
Si  -0.0012  0.0001  0.0039
Si  0.001  -0.0008  0.0047
Si  -0.0002  -0.0003  -0.0017
Si  -0.0005  0.0017  0.0008
Si  -0.001  0.0011  -0.0011
Si  -0.0001  -0.0001  0.0018
Si  -0.001  -0.0019  -0.0024
Si  -0.0011  0.001  -0.0023
Si  0.0006  0.0005  0.0033
Si  -0.0009  -0.0004  0.0046
Si  -0.0006  -0.0005  -0.0043
Si  0.0001  -0.0004  0.0034
Si  -0.0014  -0.001  -0.0021
Si  -0.0006  0.0007  -0.0007
Si  -0.0011  0.0006  -0.0026
Si  -0.0002  0.0007  -0.0033
Si  -0.0004  -0.0005  -0.0028
Si  0.0012  -0.0004  0.0056
Si  0.0001  0.0018  -0.0036
Si  -0.0005  0.0001  -0.0045
Si  -0.0009  -0.0018  -0.0045
Si  -0.0006  0.0011  0.0062
Si  0  -0.0006  -0.0029
Si  0.0003  0.0004  0.0031
Si  -0.0017  -0.0002  -0.0018
Si  0.0006  0.0012  -0.0027
Si  -0.0012  -0.0016  0.0014
Si  0.0001  -0.0003  -0.0021
Si  -0.0001  0.0002  0.0015
Si  0.0001  -0.0007  0.004
Si  0.0002  0.0002  -0.0008
Si  0.0016  0.0009  -0.0038
Si  -0.0008  0  -0.001
Si  -0.0023  -0.0015  -0.0005
Si  -0.0007  0.0006  -0.0013
Si  -0.0004  -0.0005  -0.0032
Si  -0.001  0.0007  -0.0002
Si  0.0002  -0.0001  0.0044
O  -0.0011  -0.0012  -0.0018
O  -0.0009  -0.0002  0.0008
O  -0.0006  0.0015  -0.0011
O  -0.0013  0.0008  0.0015
O  -0.0006  0  -0.0017
O  -0.0015  -0.0014  0.0017
O  -0.0015  -0.0001  -0.0036
O  -0.0015  0.0006  -0.0001
O  -0.0003  0.0003  -0.0001
O  -0.0007  -0.0004  -0.0026
O  0.0001  0.0003  0.0016
O  0  -0.0009  0.0027
O  -0.0015  -0.0003  0.0008
O  0  0  0.0011
O  0.0001  -0.0012  -0.0004
O  -0.0002  -0.0013  -0.004
O  -0.0002  0.0002  -0.0009
O  -0.0024  -0.0011  0.0001
O  -0.0011  -0.0005  -0.0035
O  -0.0002  0.0006  -0.0024
O  0.0002  0.0005  -0.0038
O  -0.0002  -0.0004  0.0012
O  -0.0009  0.0009  -0.0009
O  -0.0008  0.0002  -0.0006
O  -0.0003  0.0007  -0.0009
O  -0.0001  -0.0008  0.0003
O  -0.0017  0.0016  -0.0024
O  0.0003  0.0003  -0.0008
O  -0.0013  -0.002  -0.003
O  0.0015  -0.0016  0.0038
O  0.0008  0  -0.0033
O  0.0002  0.0017  -0.0043
O  0.0004  0.0008  -0.0003
O  0.0001  -0.0005  -0.003
O  -0.0003  0.0004  -0.0008
O  -0.0003  -0.0013  0.0027
O  -0.0009  0.0012  -0.0004
O  -0.0023  -0.0016  0.0011
O  0.0001  0.0009  -0.0005
O  -0.0001  -0.0016  0.002
O  -0.0007  -0.0022  0.0007
O  0.0001  0.0015  0.0012
O  0  0.0007  -0.0004
O  -0.0013  -0.0006  -0.0028
O  -0.0004  -0.0003  0.0002
O  0.0007  0.0011  -0.002
O  -0.0004  0.0006  -0.0035
O  -0.0005  -0.0002  0.0011
O  -0.0001  0.0007  0.0014
O  -0.0016  0.0006  0.0023
O  -0.0003  0.0002  -0.0019
O  -0.0008  0.001  0.0032
O  0.0006  -0.0014  0.0025
O  0.0002  0.0006  0.0018
O  -0.0002  -0.0005  0.0001
O  -0.0005  0.0011  -0.0007
O  0.0013  0.0013  -0.0039
O  -0.0002  -0.0003  0.0014
O  -0.0013  0.0002  0.0014
O  -0.0011  -0.0005  -0.0014
O  -0.0012  -0.0001  0.0004
O  -0.0002  -0.0003  0
O  0.0012  0.0024  -0.001
O  -0.0004  -0.0003  0.0003
O  -0.0017  -0.0018  0.0001
O  -0.0005  0  -0.0029
O  0.0004  0.0008  -0.0006
O  -0.0001  -0.0001  -0.0002
O  -0.0006  0.0003  -0.0002
O  -0.0004  0.0003  0.0009
O  0.001  -0.0003  -0.0012
O  -0.0005  0.0001  0.0023
O  0  0.0012  -0.0027
O  -0.0001  0.0005  -0.0034
O  -0.0004  0.0016  -0.0049
O  -0.0013  -0.0005  -0.0038
O  -0.0006  0.0016  -0.0039
O  -0.0008  -0.0011  -0.0018
O  0.0003  -0.0005  -0.0001
O  0.0005  -0.0005  0.0008
O  -0.0007  0.0021  -0.0009
O  -0.0004  -0.0008  -0.0013
O  -0.0007  -0.0009  0.0034
O  -0.0005  -0.0005  -0.0002
O  -0.0006  -0.0006  0.0005
O  -0.0016  0.0004  0.0003
O  -0.001  -0.0003  0.0002
O  -0.0003  0.001  0.0018

The program warned: the cutoff lies below the one the program advises for these potential files; the forces do not sum to zero within the program's tolerance; empty levels may hold ghost states of the PAW files; the exchange-correlation potential is rough where the density is thin.
